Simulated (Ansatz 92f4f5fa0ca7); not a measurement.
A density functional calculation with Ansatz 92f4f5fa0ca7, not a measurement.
Periodic cell of 284 atoms, Si144O100H32N8, with a vacuum gap, from a study of silicon, its oxide and their interface. The atomic structure is a simulated model.

Settings: functional r2SCAN; potential files Ansatz PAW; basis plane waves; wave-function cutoff 800 eV; density cutoff ratio 5; exchange-correlation grid ratio 1; k mesh 1 x 1 x 1, shifted by 0.5 0.5 0 of a step; self-consistency stop 1e-11 eV per atom in the density residual; occupations fixed; spin none; net charge 0; applied field sawtooth along c, amplitude +0.015 V/angstrom in the program's sign convention, ramp centred at 0.9895 of c and 0.0210 of c wide, no dipole correction.

Cell vectors (angstrom)
a, 10.887, 0, 0
b, 0, 10.887, 0
c, 0, 0, 47.5093

Atoms: element, x, y, z (angstrom)
Si, -0.5122, 0.6092, 33.8016
Si, 2.1151, 3.3221, 33.7158
Si, -0.1407, 5.4681, 34.0823
Si, 2.7019, 8.1339, 33.7955
Si, 5.4799, 0.0176, 33.9952
Si, 8.1869, 2.8296, 34.1051
Si, 5.9227, 4.9985, 33.6752
Si, 8.5929, 7.7477, 33.6766
Si, 1.2397, 1.549, 35.0807
Si, 4.0139, 4.196, 34.9753
Si, 1.3912, 6.8173, 35.2169
Si, 3.9535, 9.6008, 35.1693
Si, 6.8581, 1.332, 35.3108
Si, 9.4318, 4.1968, 35.4954
Si, 6.8755, 6.747, 35.0191
Si, 9.4445, 9.612, 35.0042
Si, -0.0133, 2.7791, 36.6402
Si, 2.6051, 0.1246, 36.4581
Si, -0.0111, 8.2914, 36.4326
Si, 2.8048, 5.5001, 36.5371
Si, 5.3318, 2.7577, 36.4328
Si, 8.1688, -0.07, 36.5986
Si, 5.4425, 8.1621, 36.3778
Si, 8.0545, 5.5734, 36.6767
Si, 1.4125, 4.1364, 37.9044
Si, 4.0289, 1.4022, 37.8355
Si, 1.3251, 9.6056, 37.8436
Si, 4.1404, 6.8578, 37.8635
Si, 6.6923, 4.1062, 37.8662
Si, 9.5226, 1.3474, 37.921
Si, 6.755, 9.4808, 37.8648
Si, 9.5276, 6.9281, 37.8721
Si, -0.0038, 0.0171, 39.2737
Si, 2.7294, 2.743, 39.2588
Si, 0.0075, 5.5161, 39.2046
Si, 2.7316, 8.224, 39.1649
Si, 5.3968, 0.0087, 39.1773
Si, 8.1089, 2.7452, 39.1962
Si, 5.4245, 5.4636, 39.2641
Si, 8.1571, 8.2051, 39.2613
Si, 1.3675, 1.3731, 40.6063
Si, 4.0925, 4.0895, 40.6124
Si, 1.3924, 6.8552, 40.5517
Si, 4.061, 9.5515, 40.5717
Si, 6.7773, 1.3555, 40.5471
Si, 9.5153, 4.1101, 40.5384
Si, 6.8343, 6.7944, 40.5904
Si, 9.5255, 9.5471, 40.6164
Si, -0.0147, 2.7417, 6.9116
Si, 2.6938, -0.0139, 6.9672
Si, 0.0388, 8.1893, 6.9389
Si, 2.7247, 5.4595, 6.9127
Si, 5.4419, 2.6911, 6.945
Si, 8.1662, 0.0372, 6.922
Si, 5.4573, 8.1736, 6.8861
Si, 8.2012, 5.4579, 6.9565
Si, 1.3687, 4.0866, 8.2531
Si, 4.0567, 1.3304, 8.3059
Si, 1.3306, 9.5386, 8.3773
Si, 4.1039, 6.8163, 8.241
Si, 6.8457, 4.0423, 8.268
Si, 9.5502, 1.3596, 8.2954
Si, 6.8398, 9.5126, 8.2327
Si, 9.6242, 6.8067, 8.3026
Si, -0.0513, 0.0189, 9.7779
Si, 2.637, 2.6755, 9.6367
Si, 0.1025, 5.438, 9.6789
Si, 2.7448, 8.1289, 9.6389
Si, 5.4551, -0.0692, 9.5805
Si, 8.251, 2.7363, 9.6522
Si, 5.4465, 5.4081, 9.5544
Si, 8.275, 8.2272, 9.5921
Si, 1.3075, 1.387, 11.1566
Si, 4.0136, 4.0636, 10.8859
Si, 1.4782, 6.7577, 11.0834
Si, 4.1465, 9.4273, 10.9616
Si, 6.8285, 1.3193, 10.8515
Si, 9.6987, 4.0385, 11.0377
Si, 6.9852, 6.7158, 10.7533
Si, 9.4658, 9.5491, 11.1929
Si, -0.0424, 2.762, 12.6988
Si, 2.8238, -0.019, 12.3249
Si, 0.1151, 8.1172, 12.4253
Si, 2.7748, 5.306, 12.4794
Si, 5.4601, 2.7026, 12.0769
Si, 7.9243, 0.1, 12.5047
Si, 5.6194, 7.9098, 12.1133
Si, 8.3076, 5.4452, 12.2075
Si, 1.7331, 3.8208, 14.1137
Si, 4.0083, 1.6221, 13.5285
Si, 1.4098, 9.6095, 13.6972
Si, 4.678, 6.2155, 13.4656
Si, 6.8453, 4.0562, 13.3201
Si, 8.9431, 1.8469, 13.8859
Si, 6.2428, 9.5889, 13.5734
Si, 9.4807, 6.8428, 13.6939
Si, -6.6157, 20.6118, 17.6341
Si, -1.2222, 2.5629, 20.4871
Si, 7.945, 14.8544, 24.656
Si, 22.9255, 17.9819, 24.7597
Si, -3.2133, 0.3266, 21.418
Si, 25.7648, 1.454, 16.4132
Si, -12.9142, 15.9009, 19.12
Si, 11.7786, 9.7126, 23.4373
Si, -0.066, -3.692, 19.1332
Si, 16.6098, 20.5391, 25.4485
Si, 1.49, 22.8173, 25.1571
Si, 9.2419, 6.5544, 16.6973
Si, 14.7802, 30.36, 15.0006
Si, -15.7561, -1.5949, 20.1261
Si, 18.9753, 8.7328, 15.4706
Si, 9.5476, 8.6312, 21.5494
Si, 12.2134, 3.859, 21.4723
Si, 1.4029, 23.7149, 19.5248
Si, 1.7986, 21.7745, 17.5014
Si, 2.9429, 16.2966, 23.4111
Si, 10.6151, 12.433, 27.4279
Si, 6.7248, 9.0588, 31.7485
Si, 13.376, 25.6375, 17.2301
Si, -6.2663, 6.7946, 31.6733
Si, -7.1455, -9.2741, 29.026
Si, 7.3811, 6.808, 21.0375
Si, -12.7204, 24.9307, 29.5824
Si, 12.0844, 7.8707, 27.6587
Si, 2.6336, 5.99, 19.4124
Si, 10.2868, 21.7593, 15.7423
Si, 5.0746, 10.361, 22.5959
Si, -3.1714, 15.8946, 27.4492
Si, -2.8478, 21.6365, 26.7757
Si, -13.8289, 7.8104, 26.1365
Si, 3.2667, 10.2475, 27.1147
Si, 3.6789, 34.1133, 31.9885
Si, 2.4562, 22.8934, 22.3338
Si, -8.2308, -5.2648, 29.3879
Si, -0.0042, 9.9925, 29.1489
Si, -4.1244, 12.1319, 24.2389
Si, 1.3908, 21.0288, 31.8572
Si, 11.9232, 13.9072, 29.6808
Si, 15.4361, 18.1417, 21.5041
Si, 15.5875, 25.7787, 27.5433
Si, 20.156, 6.451, 23.5673
Si, 26.7922, 14.5452, 24.6279
Si, 7.9731, 11.0782, 29.6614
Si, 21.3738, -7.7942, 32.1481
O, 6.1365, -6.1718, 27.5516
N, -1.3968, 2.0365, 33.1563
O, 7.064, -0.61, 30.735
O, -2.5599, 15.2631, 28.8074
O, 5.5347, 5.5465, 32.1712
O, -7.9432, 13.7185, 32.3804
O, -10.898, 17.3948, 23.7901
O, 6.4584, -13.5539, 25.6221
O, 12.0117, 20.7759, 30.2983
O, 18.811, 6.6187, 27.258
O, 9.4443, 10.4023, 29.7362
O, 10.9327, 10.7826, 32.4467
N, -2.1742, 18.0788, 22.0828
O, 8.6171, 9.2111, 26.654
N, 6.9011, 10.9519, 25.5002
O, 15.6306, 12.2362, 14.9841
O, 4.6204, 8.7941, 16.3988
O, -8.5859, 19.8777, 27.3279
O, -0.2961, 3.5759, 21.3958
O, 2.3063, 8.874, 14.8644
O, -0.3237, 8.9584, 22.7435
O, 1.5557, 3.0615, 18.3273
O, -4.4754, 4.4751, 24.5901
O, 5.1036, 9.1417, 18.8418
O, 7.8209, 3.0299, 14.2039
O, 8.5328, 1.693, 21.2542
O, 11.2331, 10.5845, 14.4648
O, 13.5342, 9.5318, 17.6927
O, 10.2153, 5.7639, 19.611
O, 2.9133, 16.1395, 17.9776
O, 1.6799, 15.4467, 22.8576
O, 4.6958, 0.4075, 17.4398
O, -24.2125, -2.8077, 14.0253
O, -16.9089, 1.1809, 33.0312
O, -1.0626, 17.101, 15.2011
O, 28.9396, 8.1396, 20.1051
O, -6.1255, 24.2756, 28.1469
O, 25.6152, 13.8623, 16.9592
O, -14.1281, 16.4868, 20.0034
O, 10.353, 7.3528, 17.5832
O, 12.9684, 0.6157, 18.9713
O, 12.528, -0.3064, 22.2876
O, 9.4775, 23.1146, 15.368
O, 10.2619, 19.2462, 20.1128
O, 4.846, 9.7805, 24.0932
O, 4.2213, 3.8762, 26.0093
O, 17.5578, -0.1076, 20.1892
O, 5.7665, 15.9863, 14.0466
O, 5.974, 6.4989, 21.7814
N, 5.0099, 8.9858, 21.5095
O, 9.2556, 9.6789, 15.9921
O, 1.7307, 25.9019, 15.7729
O, 2.4613, 0.8836, 16.2992
O, 8.7962, 4.885, 23.6289
O, 7.9634, 2.3706, 24.2752
O, -20.0598, -2.1084, 32.6607
O, -9.3516, 18.0493, 19.2145
O, 19.2984, 15.1065, 26.1951
O, -5.3105, 18.9216, 31.1836
O, 23.9002, 1.7527, 23.8245
O, 25.7218, 17.6008, 20.0628
O, 12.8601, 15.7641, 20.3864
O, 19.7866, 3.4399, 19.3785
O, 0.628, 7.2521, 26.2779
O, -6.1893, 20.5866, 26.6652
O, 0.6496, 13.2311, 31.1326
O, 7.2882, 21.7081, 28.2176
O, 19.6261, 16.1455, 17.5191
O, 3.5663, 32.7733, 28.5069
O, -6.2784, 20.5305, 13.9716
O, 4.1385, 17.9047, 14.766
O, 17.6723, 9.5747, 15.1313
N, -0.3813, 13.6231, 28.6966
N, -10.2637, 4.177, 33.1126
O, 0.2415, 21.7587, 17.1256
O, -1.712, 1.0314, 26.8397
O, -5.5184, 2.0912, 24.4239
O, 12.5922, 19.4005, 24.1692
O, -1.1362, 17.4884, 33.3533
N, 2.0186, 24.0697, 21.1225
O, 8.7143, -11.7787, 21.476
O, 0.6398, 23.7859, 26.1513
O, 13.1493, 24.0325, 28.9907
O, 25.8849, 26.0831, 23.4798
O, 10.7081, 23.3831, 19.7119
O, 11.329, 11.107, 28.0571
O, 9.4771, 14.6686, 31.0493
O, 2.8181, 24.4035, 13.9887
O, 13.2836, 6.054, 24.7873
O, 3.5633, 17.1956, 30.55
O, 4.3188, 12.4812, 30.5266
O, 1.8544, 17.6417, 28.5953
O, -9.3498, 15.4434, 29.9164
O, 7.0525, 14.7068, 33.3769
O, 11.3659, 21.6566, 24.606
O, 25.4308, 4.8798, 28.3758
O, 14.3535, 17.5928, 22.5701
O, -8.1862, 11.2741, 26.0003
N, 17.4913, 22.1439, 22.7463
O, 3.808, -3.6452, 32.9988
O, -2.195, -3.6389, 24.8394
O, 2.6699, 0.2037, 32.0638
O, 8.1376, 34.4755, 29.8398
O, -6.8921, 33.2885, 22.194
O, 18.8308, 18.4095, 16.5208
O, 10.8431, -2.3421, 28.4419
O, 18.9284, 8.2107, 32.1914
O, -4.6704, 20.6418, 33.1103
H, 2.1708, 0.5331, 41.5387
H, 0.5417, 2.1908, 41.5387
H, 3.2714, 4.9119, 41.5448
H, 4.8995, 3.2531, 41.5448
H, 0.5646, 7.671, 41.4842
H, 2.1949, 6.0145, 41.4842
H, 4.8882, 8.7351, 41.5041
H, 3.2254, 10.3593, 41.5041
H, 7.6202, 0.5554, 41.4795
H, 5.9555, 2.1774, 41.4795
H, 10.3336, 3.2849, 41.4708
H, 8.704, 4.9422, 41.4708
H, 7.6653, 5.9819, 41.5229
H, 6.0131, 7.6169, 41.5229
H, 10.3599, 8.738, 41.5488
H, 8.7091, 10.3742, 41.5488
H, -0.833, 3.5669, 5.9792
H, 0.8111, 1.9239, 5.9792
H, 3.5294, -0.8216, 6.0347
H, 1.8906, 0.8261, 6.0347
H, 0.8665, 7.3735, 6.0065
H, -0.7956, 8.9983, 6.0065
H, 3.5458, 4.6371, 5.9803
H, 1.9222, 6.3002, 5.9803
H, 4.6349, 3.5274, 6.0125
H, 6.2637, 1.8692, 6.0125
H, 8.9827, -0.79, 5.9895
H, 7.3233, 0.8373, 5.9895
H, 4.63, 8.9899, 5.9537
H, 6.2784, 7.3512, 5.9537
H, 9.0125, 4.6258, 6.024
H, 7.3702, 6.2704, 6.024

Results
free energy: -152737.187 eV
free energy less fixed offsets of H -15.71, N -386.36, O -570.45, Si -639.56 eV per atom: -1.947 eV

Forces (eV/angstrom), in the order of the atoms: element, x, y, z
Si, 0.0121, -0.0051, 0.0381
Si, 0.0011, -0.0166, 0.0437
Si, -0.01, 0.0062, 0.0162
Si, -0.0063, -0.0019, 0.0404
Si, -0.0009, 0.0039, 0.0353
Si, 0.0002, 0.011, 0.0255
Si, -0.0029, -0.0029, 0.05
Si, 0.0089, 0.0039, 0.0474
Si, -0.0119, 0.0077, -0.024
Si, 0.0013, 0.0045, -0.0109
Si, 0.0061, 0.0022, -0.0151
Si, 0.0018, 0.001, -0.0117
Si, 0.0019, -0.0051, -0.0123
Si, 0.0043, -0.0088, -0.0191
Si, -0.0018, -0.0025, -0.0232
Si, 0.0015, 0.0072, -0.0202
Si, 0.0093, -0.008, 0.0092
Si, -0.0065, 0.0097, 0.0079
Si, -0.0133, 0.0036, 0.0088
Si, -0.0087, -0.0004, 0.007
Si, -0.0031, 0.0071, 0.0154
Si, 0.0093, -0.0031, 0.0034
Si, 0.0067, 0.001, 0.0083
Si, 0.0021, 0.0037, 0.0077
Si, -0.0093, -0.0016, -0.0008
Si, -0.0087, -0.0166, 0.028
Si, 0.0055, 0.0042, 0.0286
Si, -0.0101, -0.026, 0.0215
Si, 0.0185, -0.0021, 0.0221
Si, 0.0003, 0.0054, 0.0038
Si, 0.02, 0.0206, 0.0205
Si, 0.0153, -0.0082, 0.0193
Si, -0.0192, 0.0246, 0.1992
Si, -0.0368, 0.0447, 0.2
Si, 0.0088, -0.0196, 0.1447
Si, -0.0276, 0.0095, 0.1867
Si, 0.0203, -0.0003, 0.1723
Si, 0.0387, -0.0346, 0.1571
Si, -0.0393, 0.0567, 0.2097
Si, -0.0199, 0.0072, 0.2033
Si, -0.0583, 0.0638, 0.3846
Si, -0.1559, 0.0933, 0.459
Si, -0.1339, -0.0157, 0.2127
Si, 0.0051, 0.0455, 0.2306
Si, -0.0114, 0.0867, 0.2104
Si, -0.0105, 0.0731, 0.1007
Si, -0.0728, 0.086, 0.4177
Si, -0.0953, 0.1148, 0.447
Si, 0.1317, -0.098, -0.2784
Si, -0.0075, 0.0179, -0.2021
Si, 0.0058, -0.0542, -0.2672
Si, 0.1494, -0.1358, -0.4093
Si, 0.0359, -0.0394, -0.2483
Si, 0.1122, -0.1431, -0.3798
Si, 0.105, -0.085, -0.4099
Si, -0.0051, 0.002, -0.1829
Si, 0.0503, -0.06, -0.1939
Si, -0.0062, 0.0157, -0.1651
Si, 0.0036, 0.0172, -0.1649
Si, 0.0084, -0.0207, -0.1918
Si, -0.0264, 0.0304, -0.1641
Si, 0.0628, -0.0515, -0.1954
Si, 0.035, -0.0235, -0.191
Si, -0.0418, 0.0207, -0.1709
Si, 0.0018, 0.0077, -0.0255
Si, 0.0036, 0.0073, -0.0089
Si, 0.0039, 0.0181, -0.0297
Si, 0.003, 0.0004, -0.0229
Si, -0.0125, -0.0046, -0.0143
Si, -0.023, -0.0005, -0.0289
Si, 0.0018, 0.0068, -0.0112
Si, -0.0087, 0, -0.0051
Si, 0.0159, 0.002, 0.0039
Si, 0.0009, 0.0027, -0.001
Si, 0.0107, -0.0061, -0.0042
Si, 0.0101, 0.0007, -0.0037
Si, -0.0013, -0.007, -0.0065
Si, -0.0018, -0.0022, -0.0127
Si, -0.0114, 0.0194, 0.0021
Si, -0.0113, -0.0081, -0.0072
Si, 0.0022, -0.0082, 0.0067
Si, -0.0085, 0.0054, 0.0032
Si, -0.0042, 0.0089, 0.0051
Si, 0.0107, -0.0069, 0.0154
Si, -0.0042, 0.0095, 0.0158
Si, 0.0028, 0.0012, 0.0099
Si, 0.0069, -0.0051, 0.0171
Si, -0.0084, 0.012, 0.0084
Si, 0.0183, -0.0056, 0.0172
Si, 0.0023, -0.001, 0.0152
Si, -0.0055, 0.0067, 0.0222
Si, -0.0037, 0.0174, 0.0088
Si, -0.0048, -0.0048, 0.0184
Si, -0.0006, -0.0066, 0.0152
Si, -0.0077, -0.0114, 0.0108
Si, -0.0139, 0.0233, 0.0332
Si, 0.0096, -0.0104, 0.0531
Si, -0.0064, -0.0049, 0.0464
Si, 0.0005, 0.0023, 0.0553
Si, -0.0067, 0.0038, 0.0633
Si, -0.0116, -0.0004, 0.0521
Si, -0.0066, -0.0051, 0.0401
Si, -0.0088, -0.0022, 0.064
Si, -0.0008, -0.0008, 0.0528
Si, 0.0005, 0.0094, 0.0583
Si, 0.0053, -0.0006, 0.0616
Si, -0.004, 0.0046, 0.0781
Si, 0.0063, -0.0044, 0.06
Si, 0.0098, 0.0054, 0.0323
Si, 0.0084, 0.0023, 0.0551
Si, 0.0305, 0.0109, 0.0296
Si, 0.0044, 0.0061, 0.0574
Si, 0.0021, 0.0033, 0.0486
Si, -0.0058, 0.0054, 0.0609
Si, 0.0065, 0.0019, 0.0528
Si, 0.0074, -0.0035, 0.0577
Si, -0.0001, 0.0033, 0.0703
Si, 0.0033, -0.0158, 0.0751
Si, -0.0011, 0.0051, 0.0735
Si, 0.017, 0.0009, 0.0836
Si, -0.0033, 0.0086, 0.0776
Si, 0.0048, 0.0074, 0.0497
Si, 0.0089, -0.0011, 0.0775
Si, 0.0008, -0.0013, 0.0801
Si, 0.0036, 0.0038, 0.056
Si, 0.0026, -0.0225, 0.035
Si, -0.0021, 0.0068, 0.0529
Si, 0.0004, -0.01, 0.0695
Si, 0.0099, 0.0109, 0.0679
Si, -0.0006, 0.0046, 0.0595
Si, -0.0071, 0.0021, 0.0784
Si, -0.0059, 0.0071, 0.0816
Si, 0.0003, -0.0111, 0.0627
Si, 0.008, 0.0022, 0.0814
Si, 0.0118, 0.0037, 0.0796
Si, 0.0039, 0.0004, 0.0646
Si, -0.0052, 0.0026, 0.086
Si, -0.0001, -0.0036, 0.0747
Si, -0.0029, 0.0014, 0.051
Si, -0.0092, -0.0047, 0.0688
Si, 0.0011, -0.0058, 0.0683
Si, -0.001, 0.002, 0.0616
Si, -0.0068, -0.0068, 0.0838
Si, 0.001, -0.0007, 0.0955
O, 0.0031, 0.004, -0.0266
N, -0.0007, 0.0039, -0.0347
O, 0.0144, 0.0252, -0.0467
O, -0.0146, 0.0188, -0.0473
O, -0.0111, 0.0123, -0.0357
O, 0.0123, -0.014, -0.0353
O, -0.0086, -0.0019, -0.0225
O, -0.005, 0.002, -0.0201
O, -0.0167, -0.0022, -0.0615
O, 0.0016, 0.0137, -0.0358
O, 0.0051, -0.0013, -0.0302
O, 0.0176, -0.0124, -0.0495
N, -0.0075, 0.0083, -0.0461
O, -0.0048, -0.012, -0.0301
N, -0.014, 0.0056, -0.0456
O, 0.0007, 0.0002, -0.0341
O, -0.0031, -0.0045, -0.0305
O, 0.0083, 0.0081, -0.0241
O, -0.0053, -0.0056, -0.0174
O, -0.0092, 0.0048, -0.0196
O, -0.0166, -0.0021, -0.0364
O, 0.0092, 0.0131, -0.0385
O, -0.0006, -0.0011, -0.0233
O, -0.0233, 0.0073, -0.0503
O, 0.0018, 0.0031, -0.0162
O, 0.0137, 0.0098, -0.0217
O, 0.0044, -0.001, -0.0111
O, -0.0003, 0.0038, -0.0248
O, -0.0009, 0.0004, -0.0227
O, -0.0033, -0.0167, -0.0399
O, -0.012, -0.0099, -0.0401
O, -0.0029, 0.0113, -0.0241
O, 0.005, -0.0146, 0.0082
O, -0.0158, 0.0046, -0.0336
O, 0.0019, 0.0043, -0.0496
O, -0.0029, 0.0031, -0.0201
O, 0.0099, 0.0128, -0.0411
O, 0.0031, -0.0042, -0.019
O, 0.0088, -0.0117, -0.0285
O, -0.0121, -0.0033, -0.0392
O, 0.0008, -0.0116, -0.0328
O, 0.0047, 0.0078, -0.0163
O, -0.003, 0.0032, -0.0304
O, 0.0109, -0.0113, -0.0336
O, -0.0076, 0.0041, -0.0458
O, 0.0035, -0.0041, -0.051
O, -0.0061, -0.0083, -0.0239
O, 0.007, -0.0033, -0.0119
O, 0.0026, 0.0002, -0.0135
N, 0.0036, -0.0071, -0.0385
O, -0.0178, -0.013, -0.0443
O, -0.0146, 0.0014, -0.061
O, 0.0061, 0.0042, -0.0151
O, 0.0065, 0.0118, -0.0247
O, -0.0024, -0.0032, -0.0175
O, -0.0057, 0.0166, -0.0312
O, -0.0033, 0.0008, -0.0177
O, -0.0002, -0.0078, -0.0497
O, -0.0023, 0.0027, -0.0259
O, 0.0073, 0.0009, -0.0445
O, -0.0131, -0.0093, -0.0301
O, 0.0057, 0.0113, -0.0315
O, -0.0021, 0.0107, -0.0232
O, 0.0007, -0.008, -0.0544
O, 0.0171, -0.0028, -0.0358
O, 0.0099, 0.0047, -0.0583
O, 0.0008, -0.0067, -0.0593
O, 0.0033, 0.012, -0.03
O, -0.0054, -0.0222, -0.043
O, 0.0108, 0.0083, -0.0031
O, 0.004, -0.0087, -0.0162
O, 0.0101, -0.0027, -0.0207
N, -0.002, -0.0124, -0.0532
N, 0.0027, -0.0039, -0.0307
O, -0.0166, -0.0003, -0.0344
O, -0.0101, -0.0073, -0.029
O, 0.0027, -0.0058, -0.0222
O, -0.0055, 0.0096, -0.0291
O, -0.0073, 0.0024, -0.0142
N, -0.0064, 0.0043, -0.045
O, 0.0058, -0.0037, -0.0162
O, 0.0169, -0.0054, -0.0441
O, 0.0086, -0.0043, -0.0355
O, -0.0135, 0.0086, -0.0246
O, 0.0081, -0.0028, -0.0199
O, -0.0016, 0.0105, -0.0403
O, -0.0139, -0.0022, -0.059
O, -0.0043, 0.0054, -0.0119
O, 0.0061, -0.0071, -0.0263
O, -0.0296, -0.0155, -0.053
O, 0.0014, 0.0014, -0.0605
O, -0.0133, 0.016, -0.0389
O, 0.0046, 0.0067, -0.021
O, -0.0021, 0.0061, -0.0112
O, 0.002, -0.015, -0.0342
O, 0.0212, -0.0146, -0.033
O, 0.0117, 0.0101, -0.0317
O, -0.01, 0.0105, -0.0379
N, 0.0022, -0.0066, -0.0516
O, 0.0134, -0.0107, -0.0431
O, 0.0113, -0.0127, -0.0451
O, 0.0012, 0.0012, -0.0336
O, 0, -0.0001, -0.0288
O, -0.002, 0.0017, -0.0157
O, -0.0013, 0.0217, -0.0261
O, 0.008, -0.0138, -0.0383
O, -0.0151, 0.013, -0.0406
O, 0.0102, -0.0084, -0.0402
H, -0.2882, 0.3735, -0.2483
H, 0.2905, -0.2651, -0.237
H, 0.2359, -0.3372, -0.2114
H, -0.2486, 0.3726, -0.2531
H, 0.363, -0.2322, -0.2712
H, -0.2043, 0.3184, -0.3181
H, -0.2198, 0.2093, -0.3153
H, 0.3459, -0.3243, -0.2708
H, -0.3257, 0.2257, -0.3213
H, 0.2679, -0.367, -0.2717
H, -0.2559, 0.2444, -0.3412
H, 0.3584, -0.3726, -0.2694
H, -0.3849, 0.3531, -0.2305
H, 0.2316, -0.2328, -0.24
H, -0.3525, 0.2188, -0.2586
H, 0.339, -0.2734, -0.2073
H, 0.2602, -0.4133, 0.261
H, -0.2559, 0.3028, 0.2277
H, -0.3767, 0.1774, 0.2906
H, 0.2107, -0.3355, 0.2849
H, -0.2029, 0.4483, 0.2549
H, 0.2216, -0.265, 0.3021
H, -0.2661, 0.2876, 0.2171
H, 0.2626, -0.3661, 0.2616
H, 0.2631, -0.228, 0.3102
H, -0.4617, 0.2589, 0.239
H, -0.2272, 0.2963, 0.2278
H, 0.4204, -0.2736, 0.2592
H, 0.3267, -0.2251, 0.2564
H, -0.3394, 0.2517, 0.2128
H, -0.3014, 0.392, 0.2556
H, 0.3206, -0.2138, 0.3137

The program warned: the cutoff lies below the one the program advises for these potential files; the forces do not sum to zero within the program's tolerance; empty levels may hold ghost states of the PAW files; the exchange-correlation potential is rough where the density is thin.
